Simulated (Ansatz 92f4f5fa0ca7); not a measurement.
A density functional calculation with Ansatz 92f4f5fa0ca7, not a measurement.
Periodic cell of 231 atoms, Si140O85As6, from a study of silicon, its oxide and their interface. The atomic structure is a simulated model.
Doubt: the cutoff is low for norm-conserving oxygen, so forces and energies are approximate.
Doubt: the program's own warning below bears on the result.
This geometry differs little from another in the collection (a relaxation step or a small displacement).

Settings
functional: HSE06
potential files: SPMS norm-conserving
basis: plane waves
wave-function cutoff: 800 eV
density cutoff ratio: 4
exchange-correlation grid ratio: 1
k mesh: 1 x 1 x 1, Gamma-centred
occupations: fixed
spin: none
net charge: 0

Cell vectors (angstrom)
a 11.6015 0 0
b 0 10.938 0
c 0 0 32.8271

Atoms: element, x, y, z (angstrom)
Si 0.0558 -0.0134 24.3529
Si 4.0221 -0.0586 24.2073
Si 7.9329 -0.0215 24.3363
As 2.0454 1.3076 23.9874
As 5.9544 1.3656 23.9689
Si 9.7807 1.4018 24.4468
Si 0.2765 5.7333 23.9084
Si 4.1021 5.4845 24.1859
Si 7.9424 5.5765 23.9465
As 2.2405 7.0483 23.9852
Si 5.9765 6.9536 24.0682
Si 9.866 6.8696 24.3152
Si 2.0271 2.653 25.9927
Si 5.9293 2.661 26.008
Si 9.7784 2.9301 26.1308
Si 0.1812 4.1557 25.8492
Si 3.9801 4.0235 26.0425
Si 7.7803 4.1563 25.9306
Si 2.0847 8.1334 26.1145
Si 5.915 8.1595 26.1127
Si 9.775 8.1938 26.2332
Si 0.1409 9.4839 26.1769
Si 3.9886 9.5226 26.118
Si 7.821 9.5122 26.1861
Si 0.0768 0.0227 28.0174
Si 3.9377 0.0105 28.0013
Si 7.8071 0.0341 28.0262
Si 2.0036 1.3788 27.9874
Si 5.873 1.3746 27.9921
Si 9.7444 1.4103 27.9833
Si 0.0945 5.4321 27.9252
Si 3.9307 5.4119 27.9852
Si 7.7679 5.4437 27.9586
Si 2.0122 6.7886 28.0242
Si 5.8468 6.7938 28.0186
Si 9.7335 6.7574 28.0558
Si 1.9336 2.7345 29.9279
Si 5.8008 2.7345 29.9279
Si 9.6679 2.7345 29.9279
Si 0 4.1018 29.9279
Si 3.8672 4.1018 29.9279
Si 7.7343 4.1018 29.9279
Si 1.9336 8.2035 29.9279
Si 5.8008 8.2035 29.9279
Si 9.6679 8.2035 29.9279
Si 0 9.5708 29.9279
Si 3.8672 9.5708 29.9279
Si 7.7343 9.5708 29.9279
Si 0 0 31.8615
Si 3.8672 0 31.8615
Si 7.7343 0 31.8615
Si 1.9336 1.3673 31.8615
Si 5.8008 1.3673 31.8615
Si 9.6679 1.3673 31.8615
Si 0 5.469 31.8615
Si 3.8672 5.469 31.8615
Si 7.7343 5.469 31.8615
Si 1.9336 6.8362 31.8615
Si 5.8008 6.8362 31.8615
Si 9.6679 6.8362 31.8615
Si 1.9336 2.7345 0.9679
Si 5.8008 2.7345 0.9679
Si 9.6679 2.7345 0.9679
Si 0 4.1018 0.9679
Si 3.8672 4.1018 0.9679
Si 7.7343 4.1018 0.9679
Si 1.9336 8.2035 0.9679
Si 5.8008 8.2035 0.9679
Si 9.6679 8.2035 0.9679
Si 0 9.5708 0.9679
Si 3.8672 9.5708 0.9679
Si 7.7343 9.5708 0.9679
Si -0.0573 -0.0283 2.9763
Si 3.7828 0.0089 2.865
Si 7.7156 0.0202 2.8709
Si 1.8516 1.3801 2.9106
Si 5.7312 1.3252 2.8615
Si 9.65 1.3647 2.8995
Si -0.0953 5.4826 2.9488
Si 3.7701 5.5033 2.9008
Si 7.6845 5.506 2.8497
Si 1.8216 6.8626 2.9089
Si 5.7274 6.8096 2.8153
Si 9.6146 6.8951 2.9906
Si 1.798 2.8361 4.7884
Si 5.6151 2.7064 4.7446
Si 9.5537 2.7256 4.8305
Si -0.1413 4.1659 4.9521
Si 3.7556 4.1503 4.8421
Si 7.5915 3.9766 4.6198
Si 1.7883 8.2437 4.8303
Si 5.75 8.2534 4.6195
Si 9.6004 8.1995 5.0597
Si -0.1143 9.6672 5.0729
Si 3.7682 9.5462 4.752
Si 7.6697 9.5867 4.7785
Si -0.2166 0.338 7.0183
Si 3.6309 0.0357 6.6031
Si 7.3309 0.0876 6.6104
Si 1.8219 1.5375 6.7241
As 5.5112 1.57 6.8279
Si 9.2901 1.4532 6.8306
Si 0.0774 5.4304 7.0404
Si 3.8581 5.7062 6.633
Si 7.6076 5.3161 6.4652
As 1.8619 7.0357 6.8612
As 5.8638 6.9739 6.5449
Si 9.4475 6.6545 7.0099
O 12.2139 4.5268 8.3415
O 6.9044 10.0301 7.8499
O 8.6463 7.216 8.3813
O 3.3479 9.997 7.8959
O 9.0962 2.4035 8.1838
O 7.4645 4.3846 7.8208
O 4.0516 5.2447 8.2147
O -0.1992 10.8748 8.6448
O 2.1737 2.45 8.0706
O 4.083 9.9733 22.8358
O 5.8655 8.033 22.8018
O 5.7985 9.9677 20.8575
O 4.2539 4.4504 22.902
O 9.8272 7.846 23.0078
O 0.2473 5.4855 22.2535
O 8.1441 4.9373 22.4264
O 11.1763 10.1193 22.9785
O 9.7082 2.0443 22.9337
Si -0.6713 18.366 12.4921
Si -0.0614 5.6358 20.6393
Si 8.4051 0.5095 11.2428
Si 5.8994 -1.9228 16.8123
Si 8.3691 3.6391 8.9292
Si -10.1233 7.0528 18.3756
Si -3.6049 10.8048 15.8359
Si -0.2448 0.7777 10.0495
Si -5.0328 10.0398 9.4307
Si 12.8675 2.9145 20.4646
Si -6.0627 0.8004 16.9551
Si -3.9013 3.2696 11.8358
Si 9.8222 9.3502 22.4922
Si 1.3981 9.5798 11.4923
Si 5.6818 7.6822 14.2099
Si 4.9638 9.0212 21.8749
Si 8.7127 4.7269 20.9128
Si 14.6015 4.7263 11.549
Si 4.8851 3.7466 16.6169
Si 10.1373 2.0385 21.3874
Si 4.5802 6.2604 9.3808
Si 1.3463 14.2497 9.1755
Si 1.4865 -4.9342 13.8297
Si 3.7062 9.301 9.3015
Si -6.2842 15.4851 13.5656
Si 8.3811 9.1465 13.291
Si 7.5349 18.0905 9.5896
Si 3.9492 6.8254 19.9971
Si 1.4551 9.7745 16.6668
Si 9.3766 5.3795 10.9974
Si -5.2815 10.1125 19.337
Si 3.8073 4.2449 21.3641
Si 1.9319 4.5674 16.518
Si 5.9636 4.758 19.3721
Si 1.3152 1.6958 17.7058
Si -2.1673 10.2946 19.8314
Si 10.6112 -10.8655 17.2215
Si 2.9089 -2.2139 14.0637
O -6.947 2.1385 16.8119
O 7.496 15.7557 19.8571
O -0.9425 6.2093 11.4576
O 9.6503 0.7745 20.5455
O 1.7731 5.3913 12.3606
O 4.0956 7.7621 9.0815
O 7.109 8.6381 9.9853
O 12.1783 4.2934 19.9755
O 9.5076 4.6468 9.5418
O -1.6836 5.7477 20.5259
O 5.0519 3.845 20.3886
O -8.3811 5.6628 20.8576
O 5.6361 7.7385 15.8569
O -0.2722 12.3802 17.6566
O 7.4497 3.2624 10.2151
O 6.1902 6.2575 9.4268
O -4.7593 11.9381 15.9844
O 3.9657 4.1278 12.7345
O -3.6892 -0.8123 19.3974
O 8.2063 6.4827 10.8896
O 2.5727 7.1463 14.1442
O -0.058 10.1607 16.2021
O 5.0009 10.1259 9.828
O 13.9256 3.7875 10.3969
O -10.3399 5.7519 17.4105
O 1.5242 3.027 16.8065
O 0.5843 6.8443 19.7358
O 3.932 5.7967 10.7779
O 4.5018 8.7094 13.7639
O 12.2944 10.9899 11.152
O -10.0594 4.8752 14.9743
O 4.9431 -0.6375 16.4385
O -6.2188 -6.9557 15.0893
O 2.4171 -1.5622 15.4497
O 5.7902 8.8503 18.4266
O 9.8536 9.1797 20.8998
O -1.2458 10.116 18.5338
O 5.8624 15.1737 17.8304
O 1.7667 2.0384 19.2099
O 2.6021 3.1839 21.3292
O -3.0849 -0.6295 14.4035
O 1.2536 8.4928 17.6529
O 7.4387 -1.4636 16.5656
O 6.502 3.869 12.709
O 8.9928 4.2306 12.0747
O 5.8626 0.5324 18.5411
O 9.3824 3.2815 20.7316
O -2.3588 0.5252 16.5672
O 0.2469 19.3919 11.6425
O 5.3814 6.2642 19.5111
O 0.2417 2.3062 9.8182
O 3.5251 4.5958 16.7817
O 7.328 0.3764 10.0469
O 13.7881 -1.3649 12.898
O 3.0477 -3.8105 18.7217
O 8.3459 10.0166 11.9494
O -3.623 12.6638 12.2301
O 8.4469 -0.8452 22.9789
O 4.0293 8.1172 20.9383
O 2.0075 0.2618 17.2936
O 9.8655 11.7514 10.6483
O -1.9617 8.152 13.132
O 2.4546 9.3139 10.3046
O -16.1386 -2.6738 13.6057
O 0.1543 2.1228 21.3243
O 5.4755 6.165 13.6907
O 0.0619 6.753 13.7634

Results
free energy: -69881.523 eV
free energy less fixed offsets of As -2657.37, O -447.96, Si -113.29 eV per atom: -0.103 eV
gap between the highest filled and lowest empty level on this k mesh: 1.501 eV

The program warned: the cutoff lies below the one the program advises for these potential files; the model core charge is not resolved on the grid; the forces do not sum to zero within the program's tolerance; the exchange-correlation potential is rough where the density is thin.
